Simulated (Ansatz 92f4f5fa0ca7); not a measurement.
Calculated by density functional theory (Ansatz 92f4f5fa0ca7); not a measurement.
Periodic cell of 220 atoms, Si131O87Al1F1, from a study of silicon, its oxide and their interface. The atomic structure is a simulated model.
Doubt: the cutoff is far below the 930 eV that the study's wrapper takes by default for these files, so forces and energies are approximate.
This geometry differs little from another in the collection (a relaxation step or a small displacement).

Settings
functional: PBE
potential files: Ansatz PAW
basis: plane waves
wave-function cutoff: 580 eV
density cutoff ratio: 5
exchange-correlation grid ratio: 1
k mesh: 1 x 1 x 1, Gamma-centred
self-consistency stop: 5e-08 eV per atom in the density residual
occupations: fixed
spin: none
net charge: 0

Cell vectors (angstrom)
a	10.938	0	0
b	0	10.938	0
c	0	0	32.804

Atoms: element, x, y, z (angstrom)
Si	-0.2339	0.3457	25.2863
Si	5.7707	-0.151	25.3283
Si	2.5353	3.0872	25.3475
Si	8.478	2.6016	25.2382
Si	0.2992	5.3115	25.327
Si	5.2018	5.7977	25.4305
Si	3.0005	8.0407	25.355
Si	7.9885	8.5487	25.3555
Si	1.3698	1.4549	26.6139
Si	6.9022	1.4458	26.6247
Si	4.0813	4.1921	26.7249
Si	9.6164	4.151	26.6115
Si	1.405	6.8927	26.6731
Si	6.8484	6.9295	26.6583
Si	4.1533	9.6378	26.6386
Si	9.5799	9.6859	26.6488
Si	2.7179	0.0304	27.98
Si	8.1917	0.0438	28.0431
Si	-0.0118	2.7586	28.0275
Si	5.4664	2.7528	27.9999
Si	2.7034	5.5075	28.0798
Si	8.1997	5.4872	27.9828
Si	-0.0214	8.2412	27.9953
Si	5.4577	8.2368	28.0461
Si	4.1018	1.3673	29.3857
Si	9.5708	1.3673	29.3857
Si	1.3673	4.1018	29.3857
Si	6.8362	4.1018	29.3857
Si	4.1018	6.8362	29.3857
Si	9.5708	6.8362	29.3857
Si	1.3673	9.5708	29.3857
Si	6.8362	9.5708	29.3857
Si	0	0	30.753
Si	5.469	0	30.753
Si	2.7345	2.7345	30.753
Si	8.2035	2.7345	30.753
Si	0	5.469	30.753
Si	5.469	5.469	30.753
Si	2.7345	8.2035	30.753
Si	8.2035	8.2035	30.753
Si	1.3673	1.3673	32.1202
Si	6.8362	1.3673	32.1202
Si	4.1018	4.1018	32.1202
Si	9.5708	4.1018	32.1202
Si	1.3673	6.8362	32.1202
Si	6.8362	6.8362	32.1202
Si	4.1018	9.5708	32.1202
Si	9.5708	9.5708	32.1202
Si	2.7345	0	0.6835
Si	8.2035	0	0.6835
Si	0	2.7345	0.6835
Si	5.469	2.7345	0.6835
Si	2.7345	5.469	0.6835
Si	8.2035	5.469	0.6835
Si	0	8.2035	0.6835
Si	5.469	8.2035	0.6835
Si	4.1018	1.3673	2.0507
Si	9.5708	1.3673	2.0507
Si	1.3673	4.1018	2.0507
Si	6.8362	4.1018	2.0507
Si	4.1018	6.8362	2.0507
Si	9.5708	6.8362	2.0507
Si	1.3673	9.5708	2.0507
Si	6.8362	9.5708	2.0507
Si	0	0	3.418
Si	5.469	0	3.418
Si	2.7345	2.7345	3.418
Si	8.2035	2.7345	3.418
Si	0	5.469	3.418
Si	5.469	5.469	3.418
Si	2.7345	8.2035	3.418
Si	8.2035	8.2035	3.418
Si	1.3581	1.373	4.7831
Si	6.7955	1.3704	4.8351
Si	4.1221	4.0181	4.8672
Si	9.5765	4.0695	4.8532
Si	1.4078	6.7624	4.7779
Si	6.8981	6.777	4.7714
Si	4.1281	9.5602	4.7916
Si	9.5722	9.5446	4.6092
Si	2.6864	-0.0533	6.1271
Si	8.2312	-0.108	5.959
Si	-0.0369	2.6454	6.2458
Si	5.3732	2.5422	6.4123
Si	2.7075	5.3685	6.2398
Si	8.1428	5.3489	6.258
Si	-0.1385	8.1021	5.9068
Si	5.5516	8.1777	6.0874
Si	3.6876	1.2854	7.8033
Si	9.7182	0.9225	7.4136
Si	1.5828	3.7069	7.598
Si	6.4805	4.2527	7.6371
Si	4.3846	6.6224	7.3502
Si	9.3788	6.9946	7.4075
Si	0.9735	9.6854	7.1416
Si	7.2126	9.2794	7.3771
O	1.4058	4.184	24.8119
O	6.854	9.6368	24.8146
O	2.6825	2.569	8.1335
O	8.2825	8.1325	7.93
O	5.4008	5.4629	7.9237
O	-0.0236	-0.1393	7.8553
O	4.0946	6.8976	24.8601
O	9.5724	1.4457	24.7471
O	1.5914	8.7269	8.279
O	0.8662	4.278	8.9611
O	8.8085	1.186	8.7812
O	6.8057	10.2181	8.6883
O	3.9356	0.4608	9.2803
O	4.0046	7.5658	8.6446
O	6.877	3.7978	9.1821
O	10.2949	6.4049	8.6194
O	3.2855	2.4821	24.0126
O	5.1649	0.5767	23.9809
O	7.8575	3.3324	23.8788
O	10.6027	6.0199	23.982
O	8.7062	7.91	24.0207
O	2.3499	8.7103	24
O	5.8283	5.0634	24.113
O	0.4724	10.6282	23.9461
Si	3.6731	10.496	10.6457
Si	0.9292	3.2545	12.6627
Si	-2.4374	-1.872	11.7017
Si	4.4619	1.7776	23.1326
Si	-6.2053	-7.5527	17.2704
Si	3.3556	-11.0556	15.8976
Si	1.1969	9.4311	23.1034
Si	15.7505	8.4295	17.4488
Si	-1.9096	3.1775	12.6156
Si	-1.2998	4.2842	19.1485
Si	2.43	0.5329	21.1244
Si	5.007	12.9577	14.6752
Al	10.7207	18.1103	12.0155
Si	2.5385	0.892	13.1925
Si	7.6923	11.2453	9.6222
Si	0.2222	5.9661	17.1202
Si	5.4624	-2.2206	12.4467
Si	2.5738	-2.9576	9.2986
Si	3.8791	3.5079	12.2101
Si	7.9404	6.0637	20.9796
Si	7.2641	-2.4057	19.2316
Si	10.346	5.2729	14.2578
Si	2.3916	1.3821	18.2757
Si	9.7404	-2.2087	17.3862
Si	6.6025	2.9714	10.5533
Si	-3.1225	1.3818	14.6031
Si	0.1088	1.9728	20.1143
Si	8.9309	-0.0342	19.175
Si	6.5968	4.0558	23.1093
Si	9.8996	7.2297	23.1461
Si	7.7039	2.358	17.5681
Si	11.4083	5.7276	9.6199
Si	6.3996	7.8011	14.9148
Si	4.5229	-4.6829	13.7287
Si	3.3615	6.0887	16.7196
Si	8.7822	-1.5028	14.6822
O	5.8817	7.7709	16.4336
O	5.7267	-2.0491	18.7215
O	7.8857	2.2662	15.9573
O	-1.7461	-1.3658	13.1311
O	6.9707	-2.4979	11.8933
O	14.6014	7.3254	17.7497
O	1.2061	1.6264	21.2697
O	3.8676	13.0628	13.3771
O	-2.0372	1.7816	13.4792
O	-0.0287	5.6415	11.1328
O	6.1954	2.9601	17.8757
O	8.4863	5.26	19.6946
O	-3.0793	-0.1785	15.013
O	-0.6524	5.3552	15.8931
O	-0.0968	7.5356	17.4648
O	-0.4603	3.0169	11.8409
O	7.1117	-3.6078	20.3397
O	10.8297	5.1135	18.4552
O	3.7747	1.0968	21.8295
O	-8.6164	3.4899	11.7564
O	7.9317	0.8904	18.2501
O	10.3437	14.3579	20.3483
O	3.6251	6.4123	15.1064
O	0.9297	2.0114	18.6693
O	1.7958	-5.2098	16.8117
O	6.6381	12.3153	10.2656
O	7.757	14.3326	11.6194
O	9.4559	-2.9745	11.0946
F	12.1063	19.0743	12.0999
O	0.7632	4.3831	13.8176
O	-0.5855	-4.1932	13.6674
O	2.9124	9.1099	10.3952
O	1.8692	6.5898	9.6834
O	5.0518	14.1725	11.1409
O	4.6931	0.7763	15.6347
O	2.7885	0.3785	19.5194
O	4.2182	4.7848	13.1026
O	9.2188	6.611	21.8167
O	5.6281	9.0091	14.0728
O	-1.1056	0.8752	20.172
O	7.0617	4.998	21.8572
O	-2.9619	-2.8975	14.899
O	1.9236	-0.8787	21.7765
O	-0.895	-0.906	18.3349
O	2.24	0.5866	16.8479
O	2.7384	-0.2194	14.3579
O	5.5631	2.879	22.6255
O	8.8909	-7.6212	18.0839
O	3.5766	2.487	18.001
O	-1.0472	-1.5996	15.8638
O	2.7323	0.4654	11.6614
O	1.2481	1.8074	13.4303
O	-7.0027	-1.3746	16.6836
O	6.3779	12.7373	13.8871
O	4.8108	-7.6328	15.6077
O	0.0747	8.3274	22.6758
O	7.9255	-1.0786	19.9513
O	4.4356	-3.5485	12.5086
O	-2.6665	-2.7624	17.9537
O	4.9332	10.0271	11.607
O	9.0652	4.3972	13.6926
O	8.415	-0.5042	10.8087
O	4.3103	-5.9996	17.4054
O	6.0813	-4.5937	14.2317

Results
free energy: -135997.627 eV
free energy less fixed offsets of Al -1619.15, F -1619.15, O -568.88, Si -635.61 eV per atom: -1.857 eV

Forces (eV/angstrom), in the order of the atoms: element, x, y, z
Si	-0.0057	0.0029	-0.0183
Si	-0.0144	0.0172	0.0335
Si	-0.0077	0.0127	-0.031
Si	-0.0171	0.0198	0.0295
Si	-0.0074	0.0145	0.0329
Si	-0.0179	0.0057	-0.0822
Si	-0.0138	0.005	0.0387
Si	-0.0022	0.0042	-0.0139
Si	-0.0023	0.0007	0.0167
Si	0.0125	-0.0097	-0.0117
Si	0.0022	-0.0036	0.0098
Si	0.0131	-0.0146	-0.0061
Si	0.0168	-0.0095	-0.0106
Si	0.0043	0.0046	0.0178
Si	0.0108	-0.015	-0.0052
Si	0.0006	0.0002	0.013
Si	0.0008	-0.0011	0.0065
Si	-0.0077	0.0038	0.0023
Si	-0.0059	0.0107	-0.0053
Si	-0.0044	0.0029	0.0068
Si	-0.009	0.0132	0.0057
Si	-0.0001	-0.0005	0.0085
Si	0.0013	-0.0034	0.0053
Si	-0.0151	0.0039	-0.0032
Si	-0.0238	0.0214	-0.2149
Si	0.0542	0.1504	0.2167
Si	-0.1786	0.0155	0.3003
Si	0.0532	0.0858	-0.19
Si	0.0402	0.1937	0.3231
Si	-0.0272	0.0676	-0.2226
Si	0.009	0.1125	-0.2177
Si	0.0155	0.181	0.1966
Si	0.0261	0.0423	-0.0238
Si	0.0646	-0.0526	-0.0006
Si	0.0099	0.0425	-0.0125
Si	0.0957	-0.0021	-0.0034
Si	0.055	-0.0479	0.0067
Si	0.0151	0.0526	-0.0206
Si	0.0849	-0.0012	-0.0099
Si	0.0101	0.0262	-0.0219
Si	-0.0261	-0.0515	-0.0081
Si	-0.0489	0.0274	-0.0217
Si	0.0079	-0.0015	-0.0112
Si	-0.0647	0.0456	-0.0161
Si	-0.0237	0.0583	-0.033
Si	0.0054	0.0013	-0.0051
Si	-0.0713	0.0102	-0.0248
Si	0.0173	-0.0093	-0.0127
Si	0.0626	-0.0445	0.0158
Si	0.0104	-0.0246	0.0239
Si	0.0143	0.0251	0.0044
Si	0.0206	-0.015	0.0387
Si	-0.0227	0.0085	0.0135
Si	0.0681	-0.0249	0.0176
Si	0.0398	-0.0652	0.0288
Si	0.0125	0.0448	-0.0002
Si	-0.0646	-0.0392	0.021
Si	0.0125	-0.0473	0.0096
Si	-0.0409	-0.0289	0.0227
Si	-0.0433	0.0417	0.0173
Si	-0.0609	-0.0068	0.0391
Si	-0.1047	0.0444	-0.0269
Si	-0.0357	0.0922	-0.0155
Si	-0.0815	-0.1353	-0.0027
Si	0.4368	0.2549	-0.6213
Si	-0.0266	0.1332	0.0543
Si	0.0333	0.0605	0.0974
Si	-0.1271	0.029	0.4376
Si	-0.0706	-0.3206	0.1507
Si	-0.0106	-0.396	0.3246
Si	0.1327	-0.143	0.1537
Si	-0.3168	-0.5378	-0.9227
Si	-0.0014	0.0173	-0.0063
Si	0.0076	0.0166	0.0019
Si	0.0119	0.0081	0.0047
Si	0.0026	-0.001	-0.0182
Si	0.0096	0.0064	0.0111
Si	0.0077	0.0012	-0.0009
Si	0.0095	-0.0053	-0.0001
Si	-0.0016	-0.0051	-0.0014
Si	-0.0092	-0.0325	-0.0657
Si	-0.0056	-0.0028	-0.0046
Si	0.0123	0.0032	0.0056
Si	-0.0025	-0.0111	-0.0654
Si	0.0097	0.0156	-0.012
Si	-0.0098	0.007	-0.0139
Si	0.0005	-0.0064	-0.0167
Si	-0.0067	0.0047	-0.0047
Si	0.0528	0.0729	0.2167
Si	-0.0074	0	0.0101
Si	0.0203	-0.0149	0.0366
Si	-0.0175	0.006	0.0138
Si	0.0028	-0.0304	-0.0199
Si	0.0081	-0.0058	0.0165
Si	-0.0205	0.0251	-0.1037
Si	0.0055	0.0085	0.0013
O	0.0184	-0.019	-0.0069
O	0.0144	-0.0158	-0.0086
O	-0.0293	-0.0194	-0.0284
O	-0.0089	0.0073	0.0062
O	0.0067	0.0117	0.0089
O	-0.0171	0.0219	0.0124
O	0.032	-0.0304	0.0013
O	0.0174	-0.0196	-0.0061
O	-0.038	-0.0172	0.0589
O	0.0108	-0.0053	-0.0227
O	0.0004	-0.0016	0.0032
O	0.0084	-0.0016	0.0033
O	-0.0237	-0.0022	-0.0861
O	0.024	-0.0108	-0.0079
O	0.0028	0.008	0.0003
O	0.0062	0.0028	0.0106
O	-0.0088	0.0095	0.026
O	0.002	-0.0016	-0.0098
O	-0.0062	0.0071	-0.0136
O	-0.0003	0.0019	-0.01
O	-0.0044	0.0062	0.0094
O	-0.0009	0.002	-0.0121
O	-0.0025	0.0025	0.0425
O	-0.0068	0.0066	0.0116
Si	-0.0301	0.0176	0.015
Si	0.0468	-0.0156	0.0036
Si	-0.0906	0.1034	0.0692
Si	0.0052	0.0025	-0.0001
Si	-0.0039	0.0076	-0.0222
Si	0.0086	0.0149	-0.0194
Si	0.0031	-0.0068	0
Si	-0.0133	0.0057	-0.0001
Si	-0.0024	-0.0171	-0.0093
Si	0.0001	-0.005	-0.0005
Si	0.0037	-0.0027	-0.009
Si	-0.0675	-0.0132	-0.0939
Al	0.1093	0.1028	0.0523
Si	0.0416	-0.0388	-0.0656
Si	-0.0288	0.0211	-0.015
Si	0.0315	0.0001	-0.0022
Si	-0.0202	0.0073	0.0235
Si	0.0551	0.0067	0.067
Si	0.0153	-0.0444	-0.023
Si	-0.0066	-0.0045	-0.002
Si	-0.0073	0.0043	-0.0061
Si	0.0176	-0.0119	0.0353
Si	0.0089	0.0064	-0.0185
Si	0.0086	-0.0029	0.0018
Si	-0.043	0.0125	0.0201
Si	-0.0338	0.0253	0.0079
Si	-0.0016	-0.0009	-0.0129
Si	-0.0045	-0.0031	-0.0075
Si	-0.0039	0.0191	0.0031
Si	0.005	-0.0031	0.0033
Si	-0.0152	-0.0002	-0.0072
Si	0.0095	-0.0028	-0.0229
Si	-0.0236	-0.0027	0.0023
Si	-0.0058	-0.0186	0.0011
Si	0.0085	-0.0035	-0.0001
Si	-0.0071	0.022	0.0291
O	0.0067	0.0021	-0.0063
O	0.0038	-0.0029	0.0043
O	0.0077	-0.0039	-0.0026
O	0	-0.0259	-0.0266
O	0.0357	-0.001	-0.0086
O	0.0011	0.0035	-0.0017
O	0.0001	0.0018	0.0066
O	0.0608	-0.0121	0.0624
O	0.0159	0.0036	-0.0074
O	0.0207	-0.0267	-0.0482
O	0.0154	-0.0044	0.0078
O	0.002	0.0034	0.0108
O	0.0112	-0.0221	-0.0054
O	-0.0055	-0.0062	-0.0507
O	-0.0106	0.0086	0.0001
O	-0.0244	0.0039	-0.001
O	0.0027	-0.0025	0.0063
O	0.0021	0.0076	-0.0055
O	-0.0029	-0.002	-0.0011
O	-0.0336	0.0255	-0.0101
O	0.0045	-0.0023	0.0057
O	-0.001	0.0025	0.0065
O	0.0024	0.0035	0.0014
O	-0.0054	0.0004	0.0122
O	-0.0371	0.0036	-0.0009
O	0.0233	-0.0298	-0.0129
O	0.0194	0.0025	0.0077
O	0.0475	-0.0726	-0.0254
F	-0.1021	-0.0656	0.0007
O	-0.0147	0.0218	0.0022
O	0.0275	0.0089	-0.0181
O	-0.007	-0.0215	-0.0051
O	-0.0285	-0.0123	0.0203
O	0.0224	0.0141	-0.0189
O	0.0027	-0.0184	0.0271
O	-0.0032	-0.001	0.0137
O	0.0124	0.0662	0.0218
O	-0.0042	-0.0022	-0.0048
O	0.014	-0.004	-0.0175
O	0.0017	0.0019	0.0047
O	-0.0003	-0.0023	0.0175
O	0.0087	-0.0086	-0.0084
O	0.0016	0.0043	0.0003
O	-0.0021	-0.0016	0.0016
O	-0.007	0.0052	0.0117
O	-0.0152	-0.0308	0.0184
O	0.0002	0.0052	0.0009
O	0.0062	0.0054	0.0033
O	-0.0095	-0.0058	0.0089
O	0.0021	-0.0031	0.0017
O	-0.0003	-0.0014	0.0442
O	-0.0644	0.0242	0.0018
O	0.0079	-0.0111	0.0104
O	0.0477	-0.0049	0.0098
O	0.0002	0.0372	0.0429
O	-0.0002	0.004	0.0043
O	0.0002	-0.0006	0.0047
O	0.0149	-0.0003	-0.0061
O	-0.0015	0.0005	0.0009
O	0.0164	-0.0126	-0.0003
O	0.0026	0.0222	0.0107
O	0.0009	-0.0327	0.0372
O	-0.0037	0.0063	0.0012
O	0.0052	0.0117	-0.0006

The program warned: the cutoff lies below the one the program advises for these potential files; the forces do not sum to zero within the program's tolerance; the exchange-correlation potential is rough where the density is thin.
